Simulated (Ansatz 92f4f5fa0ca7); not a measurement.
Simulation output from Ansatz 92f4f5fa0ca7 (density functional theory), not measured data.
Periodic cell of 273 atoms, Si166O106P1, from a study of silicon, its oxide and their interface. The atomic structure is a simulated model.
Doubt: the cutoff is far below the 930 eV that the study's wrapper takes by default for these files, so forces and energies are approximate.
This geometry differs little from another in the collection (a relaxation step or a small displacement).

Settings: functional PBE; potential files Ansatz PAW; basis plane waves; wave-function cutoff 580 eV; density cutoff ratio 5; exchange-correlation grid ratio 1; k mesh 1 x 1 x 1, Gamma-centred; self-consistency stop 5e-08 eV per atom in the density residual; occupations fixed; spin none; net charge +1 e, with a uniform compensating background and no finite-size correction.

Cell vectors (angstrom)
a, 11.6015, 0, 0
b, 0, 13.3963, 0
c, 0, 0, 29.8085

Atoms: element, x, y, z (angstrom)
Si, 11.5512, 0.1796, 22.8913
Si, 3.9173, 0.1559, 23.0215
Si, 7.6673, 0.1206, 23.1374
Si, 2.0734, 3.4573, 22.8649
Si, 5.9053, 3.6905, 22.9815
Si, 9.7597, 3.5347, 23.0115
Si, 11.6679, 6.8574, 23.0592
Si, 3.9617, 7.037, 23.1776
Si, 7.795, 6.8854, 23.2316
Si, 2.045, 10.233, 23.2466
Si, 5.8605, 10.0914, 23.2996
Si, 9.8454, 10.0787, 23.2228
Si, 11.7002, 2.386, 23.7301
Si, 4.0029, 2.4072, 23.7299
Si, 7.7874, 2.4155, 23.7549
Si, 2.0365, 5.7086, 23.6862
Si, 5.8364, 5.8117, 23.9793
Si, 9.7414, 5.7263, 23.8838
Si, 11.7594, 9.0283, 24.0285
Si, 3.9121, 9.1294, 24.1963
Si, 7.8518, 9.0776, 24.0275
Si, 1.9116, 12.4998, 23.7975
Si, 5.7758, 12.37, 23.9177
Si, 9.6869, 12.3876, 23.772
Si, 11.647, 2.297, 26.1416
Si, 3.9242, 2.3108, 26.1361
Si, 7.75, 2.3226, 26.1588
Si, 1.9815, 5.622, 26.1264
Si, 5.8224, 5.6753, 26.3184
Si, 9.7058, 5.6272, 26.2488
Si, 11.6726, 8.9463, 26.362
Si, 3.8946, 9.0069, 26.4927
Si, 7.7869, 8.9888, 26.3577
Si, 1.9464, 12.3803, 26.2036
Si, 5.7955, 12.332, 26.2754
Si, 9.6783, 12.3471, 26.1787
Si, 1.9791, 1.1989, 26.9783
Si, 5.8267, 1.1855, 27.0026
Si, 9.6877, 1.1876, 26.9541
Si, 11.6522, 4.5082, 26.9882
Si, 3.8879, 4.5085, 27.0025
Si, 7.7545, 4.5199, 27.0421
Si, 1.9754, 7.7957, 27.1058
Si, 5.8521, 7.8796, 27.1589
Si, 9.7117, 7.8388, 27.0791
Si, 11.617, 11.222, 27.0053
Si, 3.8566, 11.266, 27.1041
Si, 7.7579, 11.235, 27.0372
Si, 1.9579, 1.0981, 29.3632
Si, 5.7942, 1.1378, 29.3928
Si, 9.6438, 1.1085, 29.3489
Si, 0.0101, 4.4396, 29.3789
Si, 3.8587, 4.4432, 29.3699
Si, 7.7291, 4.4627, 29.4103
Si, 1.9242, 7.7723, 29.45
Si, 5.8277, 7.8238, 29.5016
Si, 9.7003, 7.7937, 29.4207
P, 0.0023, 11.1771, 29.3613
Si, 3.8616, 11.2155, 29.4514
Si, 7.7556, 11.1943, 29.3888
Si, -0.0104, -0.0087, 0.3357
Si, 3.8791, 0.0212, 0.4581
Si, 7.7107, 0.0013, 0.3937
Si, 1.9373, 3.3168, 0.3702
Si, 5.7848, 3.3509, 0.426
Si, 9.661, 3.3375, 0.3717
Si, -0.0045, 6.6526, 0.4221
Si, 3.8816, 6.6636, 0.4002
Si, 7.7635, 6.6886, 0.4426
Si, 1.9206, 10.0428, 0.3776
Si, 5.8204, 10.0802, 0.4236
Si, 9.6877, 10.0392, 0.3709
Si, 11.5439, -0.0736, 2.7032
Si, 3.8454, -0.0651, 2.8496
Si, 7.6565, -0.0928, 2.774
Si, 1.9313, 3.2559, 2.7237
Si, 5.7469, 3.2715, 2.8229
Si, 9.5981, 3.2981, 2.7421
Si, 11.5701, 6.6152, 2.7769
Si, 3.8656, 6.6022, 2.7409
Si, 7.7446, 6.6318, 2.8011
Si, 1.9025, 10.0072, 2.7441
Si, 5.8246, 10.05, 2.7883
Si, 9.697, 9.9832, 2.7419
Si, 11.5518, 2.1863, 3.4118
Si, 3.8108, 2.1334, 3.6769
Si, 7.6799, 2.1139, 3.5617
Si, 1.9076, 5.4813, 3.4793
Si, 5.8036, 5.5221, 3.587
Si, 9.6537, 5.5006, 3.6348
Si, 11.6106, 8.8523, 3.5664
Si, 3.8884, 8.8619, 3.4011
Si, 7.7472, 8.8765, 3.543
Si, 1.8568, 12.2301, 3.5539
Si, 5.7569, 12.2159, 3.7747
Si, 9.6125, 12.198, 3.5104
Si, 11.4766, 2.1448, 5.7372
Si, 3.7262, 2.0292, 6.0937
Si, 7.6033, 1.9659, 5.9308
Si, 1.8792, 5.3966, 5.8097
Si, 5.803, 5.4619, 5.9574
Si, 9.6218, 5.4342, 6.0312
Si, 11.6394, 8.7883, 5.9428
Si, 3.9062, 8.7905, 5.727
Si, 7.783, 8.8145, 5.9186
Si, 1.7755, 12.1581, 5.9241
Si, 5.7161, 12.1163, 6.2745
Si, 9.5816, 12.1077, 5.8656
Si, 1.628, 0.9745, 6.7371
Si, 5.6672, 0.9858, 7.0291
Si, 9.6331, 0.9362, 6.5913
Si, 11.5747, 4.3041, 6.7187
Si, 3.8248, 4.3205, 6.5796
Si, 7.6928, 4.1742, 6.6416
Si, 2.032, 7.6201, 6.5145
Si, 5.8293, 7.7374, 6.6911
Si, 9.7175, 7.6981, 6.7391
Si, 11.449, 10.988, 6.7831
Si, 3.6485, 10.9317, 6.6523
Si, 7.7565, 10.9728, 6.8715
O, 9.8964, 7.8977, 8.3943
O, 9.9027, 0.8288, 8.2364
O, 1.0274, 0.9208, 8.3152
O, 3.0623, 10.5495, 8.1556
O, 5.819, 7.9193, 8.3485
O, 5.6063, 1.189, 8.7053
O, 3.7606, 4.3329, 8.2216
O, 7.6497, 3.725, 8.2604
O, 0.0554, 4.2459, 8.3842
O, 11.1486, 10.949, 8.4272
O, 8.1247, 10.7679, 8.5011
O, 2.3935, 7.4834, 8.1107
O, 11.4262, 0.2033, 21.2189
O, 9.7483, 3.6397, 21.3529
O, 4.1386, 7.5528, 21.5964
O, 6.0056, 4.1839, 21.3756
O, 5.7516, 9.7517, 21.6685
O, 2.1485, 3.3823, 21.1913
O, 7.3587, 13.4387, 21.5027
O, 4.0017, 0.1462, 21.3644
O, 7.739, 6.9654, 21.5862
O, 2.1364, 10.1747, 21.6016
O, 11.5549, 6.9878, 21.4036
O, 10.1668, 9.6427, 21.6392
Si, 11.5785, 6.452, 11.2857
Si, 1.5701, 10.3665, 16.2451
Si, 0.229, 3.6835, 9.9118
Si, 8.0886, 12.8538, 20.1731
Si, 2.8349, 10.4611, 9.7585
Si, 2.5732, 10.3938, 20.0513
Si, 10.351, 3.7062, 19.8338
Si, 0.2526, 12.8026, 17.085
Si, 10.8165, 0.7, 19.7672
Si, 3.1594, 7.7533, 16.2215
Si, 0.3347, 6.4927, 19.8974
Si, 9.3873, 2.5246, 14.2896
Si, 2.909, 2.5419, 11.0409
Si, 5.1312, 11.983, 15.3503
Si, 4.9421, 8.6816, 20.7127
Si, 3.6068, -0.3932, 11.2822
Si, 5.5895, 8.8874, 14.7901
Si, -0.171, 11.3132, 10.0064
Si, 9.4569, 10.0163, 20.2173
Si, 3.4567, 0.0473, 19.8239
Si, 7.4652, 4.7038, 9.5465
Si, 2.3684, 12.3588, 14.1577
Si, 6.1875, 0.5921, 10.1428
Si, 2.8003, 2.9031, 19.7482
Si, 5.7154, 4.4485, 13.6493
Si, 7.4763, 0.2138, 15.596
Si, 9.6109, 11.3448, 15.2004
Si, 1.9894, 6.568, 13.5423
Si, 2.8411, 3.531, 14.0119
Si, 11.7025, 9.1708, 18.4082
Si, 11.2273, 0.8743, 9.2035
Si, 9.1209, 7.3226, 9.713
Si, 8.6758, 8.5597, 14.5736
Si, 4.7797, 7.164, 12.345
Si, 2.9743, 5.6322, 18.7405
Si, 2.5376, 7.4018, 9.7147
Si, 6.2612, 8.4334, 9.8376
Si, 4.3284, 4.761, 9.6678
Si, 9.3504, 10.4987, 12.2785
Si, 5.9521, 13.0239, 17.9622
Si, 7.9837, 4.9386, 18.3526
Si, 8.3073, 5.4128, 15.1916
Si, 7.3238, 11.0794, 9.9159
Si, 5.3901, 4.2084, 19.8539
Si, 0.7859, 1.4956, 15.037
Si, 7.5547, 7.5303, 20.0775
Si, 7.645, 2.7902, 11.8644
O, 3.4485, 6.0797, 10.1046
O, 1.9452, 2.6645, 15.0782
O, -0.3643, 12.9436, 10.1682
O, 8.3583, 8.907, 19.8302
O, 2.4248, 1.3135, 19.5086
O, 8.1474, 5.3136, 16.7955
O, 2.7336, 11.9827, 19.6993
O, 7.1606, 8.7663, 15.1355
O, 1.2866, 0.1906, 14.1729
O, 4.4089, 3.8214, 14.4441
O, 4.2468, 3.4144, 10.6204
O, 10.954, 2.0827, 14.4857
O, 11.3787, 4.8446, 10.973
O, 10.8476, 12.0202, 16.0368
O, 8.9389, 6.9109, 14.7612
O, 1.7836, 3.3576, 10.215
O, 8.4618, 5.9311, 9.208
O, 11.1474, 2.2975, 19.5299
O, 5.4044, 7.6092, 10.9176
O, 11.4147, 7.5941, 18.7873
O, 7.8674, 8.2642, 10.1436
O, 10.1315, 7.156, 10.9803
O, 9.2198, 4.114, 14.7215
O, 8.8414, 11.4729, 20.5379
O, 10.569, 10.5165, 11.1616
O, 8.3627, 12.2394, 15.7597
O, 4.4438, 2.8815, 19.8001
O, 4.6661, 0.2194, 18.7501
O, 10.478, 10.0932, 18.9605
O, 6.8009, 0.6883, 17.0293
O, 0.518, 6.7501, 12.8154
O, 1.0445, 7.14, 10.2791
O, 3.1454, 7.19, 12.5523
O, 3.9542, 9.5644, 19.7711
O, 6.7905, 5.2036, 14.6118
O, 0.5783, 0.9159, 16.5489
O, 1.5494, 11.783, 17.1065
O, 5.4058, 8.2991, 13.3008
O, 2.9714, 12.37, 12.6409
O, 6.4301, 3.1954, 12.8839
O, 2.7954, 9.322, 16.582
O, 5.9975, 7.8925, 19.7587
O, 1.9546, 6.3935, 19.7604
O, 1.4466, 9.6832, 19.1498
O, 9.4869, 9.7136, 15.4632
O, 3.0986, 8.8897, 10.1949
O, 8.9749, 9.0439, 13.0052
O, 2.1469, 7.3105, 14.9944
O, 9.1434, 3.8749, 18.7657
O, 4.7309, 7.9026, 15.7857
O, 7.2484, 1.5967, 10.8404
O, 8.1233, 6.3657, 19.1174
O, 5.9071, 5.1646, 9.6152
O, 6.9931, -0.9419, 19.0627
O, 11.0579, 2.2473, 10.0932
O, 8.9771, 2.39, 12.7107
O, 9.7055, 11.5097, 13.5449
O, 6.573, 4.2066, 18.7398
O, 6.0385, 10.0528, 9.9548
O, 1.3474, 10.8342, 10.2818
O, 5.1654, 10.467, 14.7461
O, 1.6884, 10.911, 14.6641
O, 11.3635, 13.0787, 18.6146
O, 5.4363, 11.8428, 16.9569
O, 8.0875, 10.9933, 11.3583
O, 11.309, 5.0118, 19.6436
O, 8.3688, 1.4827, 15.0783
O, 2.4311, 4.0503, 18.5976
O, 3.7478, 11.6939, 10.3189
O, 9.1824, 0.5752, 19.7175
O, 2.7766, 2.643, 12.6512
O, 3.6469, 12.6273, 15.1393
O, 7.9909, 4.0872, 10.9429
O, 5.1155, 0.2447, 11.3338
O, 4.4303, 5.4952, 19.484
O, 6.204, 13.0592, 14.6822
O, 3.0555, 6.5734, 17.382
O, 2.7823, 0.9297, 10.7142
O, 0.2915, 9.452, 16.7968
O, 5.2274, 5.615, 12.6121
O, 2.137, 4.9697, 13.7736
O, 6.8963, 12.6145, 9.6951

Results
free energy: -166570.346 eV
free energy less fixed offsets of O -568.88, P -755.39, Si -635.61 eV per atom: -2.416 eV

Forces (eV/angstrom), in the order of the atoms: element, x, y, z
Si, 0.0017, -0.0047, 0.0213
Si, -0.0242, -0.0199, 0.018
Si, 0.0053, -0.015, 0.0146
Si, -0.0052, 0.0014, 0.0219
Si, -0.0025, 0.0111, 0.016
Si, -0.0082, -0.0001, 0.0137
Si, -0.002, 0.0336, 0.0182
Si, -0.0084, 0.0168, 0.0098
Si, 0.006, 0.0166, 0.0076
Si, 0.0209, -0.0031, 0.0193
Si, 0.0165, -0.0034, 0.0089
Si, -0.001, -0.0162, 0.0208
Si, -0.0015, -0.0004, -0.0015
Si, 0.0021, -0.0019, -0.0045
Si, 0.0063, 0.0044, -0.0041
Si, 0.005, -0.0087, -0.0038
Si, 0.004, -0.015, -0.0133
Si, -0.0027, -0.0111, -0.0097
Si, -0.0109, -0.002, -0.0165
Si, -0.0124, 0.0016, 0.0021
Si, -0.0093, 0.0031, 0.0001
Si, 0.0105, 0.0115, -0.0064
Si, -0.0022, 0.0039, -0.0001
Si, 0.0058, 0.018, -0.0114
Si, 0.0032, -0.0048, 0.0064
Si, -0.0034, -0.0132, 0.011
Si, -0.0087, -0.0168, 0.0101
Si, -0.0057, 0.0012, 0.0023
Si, -0.0058, -0.0008, 0.0097
Si, 0.0071, 0.0125, 0.0126
Si, -0.0032, -0.0228, -0.0034
Si, 0.0003, -0.001, -0.0102
Si, 0.0095, 0.0063, -0.0008
Si, 0.0008, -0.0007, 0.0005
Si, 0.0035, -0.0034, 0.0105
Si, -0.0353, -0.0021, -0.0073
Si, -0.0041, 0.0091, 0.0023
Si, -0.0008, 0.009, -0.0007
Si, 0.0104, 0.01, -0.0056
Si, -0.0017, -0.0128, -0.0065
Si, 0.0017, -0.0073, -0.0099
Si, 0.0046, -0.0036, -0.0194
Si, 0, 0.0038, -0.0054
Si, 0.0014, 0.0016, -0.0176
Si, -0.0041, -0.007, -0.009
Si, 0.022, 0.0222, 0.0423
Si, -0.0034, 0.0111, -0.0067
Si, 0.0059, 0.0075, -0.003
Si, 0.0103, 0.0199, -0.0013
Si, 0.0142, 0.0156, -0.0037
Si, 0.0097, 0.0117, -0.0051
Si, 0.0257, 0.0335, 0.0011
Si, 0.0031, 0.0265, 0.0193
Si, 0.0153, 0.022, 0.0246
Si, 0.004, -0.0156, 0.0332
Si, 0.0096, -0.011, 0.0529
Si, 0.0187, -0.0098, 0.0311
P, 0.0034, -0.0059, 0.0238
Si, -0.0085, 0.0186, 0.0279
Si, 0.0014, 0.0063, 0.0166
Si, 0.0047, -0.0238, -0.0312
Si, -0.0141, -0.0204, 0.0079
Si, -0.031, -0.0238, 0.0042
Si, -0.0009, -0.032, -0.0337
Si, -0.0149, -0.0247, -0.0119
Si, -0.0272, -0.0156, -0.0225
Si, -0.0157, 0.0039, -0.0181
Si, -0.0095, -0.0048, -0.0456
Si, -0.0041, 0.0015, -0.0306
Si, -0.0078, 0.0102, -0.0227
Si, 0.0177, 0.0008, -0.0293
Si, -0.004, 0.0052, -0.022
Si, 0.0018, -0.0042, 0.0346
Si, -0.009, -0.0042, 0.0063
Si, 0.0128, -0.0021, 0.0074
Si, 0.0079, 0.0122, 0.0272
Si, -0.0018, 0.0105, 0.0161
Si, -0.0069, 0.0088, 0.0319
Si, -0.0023, 0.0091, 0.0133
Si, 0.0052, -0.0074, 0.024
Si, 0.0005, -0.007, 0.0207
Si, 0.0013, -0.0058, 0.0199
Si, 0.0018, -0.0082, 0.0158
Si, -0.0042, -0.0065, 0.0144
Si, 0.0025, -0.0194, -0.0237
Si, 0.0013, -0.0184, -0.0224
Si, -0.0037, -0.0175, -0.0157
Si, -0.0076, 0.0011, -0.0195
Si, 0.0032, -0.0013, -0.0097
Si, 0.0017, 0.0082, -0.0151
Si, 0.0012, -0.0065, -0.0104
Si, -0.0131, 0.0127, -0.0009
Si, 0.017, 0.0074, -0.0116
Si, 0.0092, 0.0095, -0.0184
Si, -0.0089, 0.0128, -0.0134
Si, -0.0089, 0.0081, -0.0157
Si, 0.0017, 0.0218, 0.0127
Si, 0.004, 0.0057, 0.0121
Si, 0.0113, 0.0126, 0.0054
Si, -0.0051, 0.0069, 0.0134
Si, -0.0011, 0.0068, 0.0039
Si, 0.0071, 0.0028, 0.0048
Si, -0.0025, 0.0006, 0.0058
Si, 0.0091, -0.0127, -0.0036
Si, -0.0227, -0.0129, 0.0002
Si, -0.0002, -0.0015, 0.002
Si, 0.0068, -0.0099, 0.0089
Si, 0.0097, -0.0028, 0.0023
Si, -0.0033, -0.0103, -0.0158
Si, -0.0093, 0.0041, -0.0239
Si, -0.0071, -0.0095, -0.0131
Si, 0.0002, -0.0289, -0.0209
Si, 0.0005, -0.0037, -0.0109
Si, -0.0075, -0.0137, -0.0142
Si, 0.0076, 0.0042, -0.0205
Si, 0.005, 0.0144, -0.0301
Si, 0.0013, 0.0075, -0.0186
Si, -0.0037, -0.0009, -0.0194
Si, -0.0078, 0.0048, -0.0142
Si, 0.0002, 0.0063, -0.0228
O, -0.0044, -0.0067, 0.0107
O, 0.0102, 0.0033, 0.0058
O, -0.0028, 0.0033, -0.0012
O, -0.0005, -0.0007, 0.0083
O, 0.0017, 0.0066, 0.0255
O, 0.0044, -0.0061, 0.0151
O, 0.0082, 0.0062, 0.0132
O, -0.0039, 0.0105, 0.0075
O, 0.0036, 0.0036, 0.0188
O, -0.0016, 0.0022, 0.0216
O, -0.0062, 0.0005, 0.0212
O, 0.0044, -0.0005, 0.0138
O, -0.0086, 0.0068, -0.0229
O, 0.0106, 0.0007, -0.008
O, 0.0052, -0.0002, 0.002
O, -0.0055, 0.0035, -0.0064
O, -0.0089, -0.011, -0.0067
O, 0.0067, -0.0029, -0.0211
O, 0.0051, -0.0018, -0.01
O, 0.0013, 0.0065, -0.0312
O, -0.0035, -0.0005, -0.0077
O, 0.0019, -0.0017, -0.0161
O, 0.0024, -0.0128, -0.0064
O, -0.0009, 0.0013, -0.0097
Si, -0.0008, -0.0001, 0.0277
Si, -0.0004, -0.0009, -0.021
Si, -0.0064, 0.0052, 0.0187
Si, -0.0001, 0.0039, -0.0185
Si, -0.007, -0.0077, 0.0226
Si, 0.0031, 0.0013, -0.0195
Si, 0.0014, 0.0002, -0.026
Si, -0.0009, 0.0055, -0.014
Si, 0.0046, 0.0014, -0.0162
Si, -0.0015, -0.0038, -0.016
Si, -0.0117, -0.0032, -0.0301
Si, -0.0013, 0.0012, 0.0007
Si, -0.0034, 0.0027, 0.0317
Si, 0.0022, 0.0016, -0.0054
Si, 0.0016, 0.0069, -0.0179
Si, 0.0034, -0.003, 0.032
Si, -0.0004, -0.002, -0.0049
Si, 0.001, 0.001, 0.0139
Si, 0.0028, -0.0023, -0.0209
Si, 0.0075, -0.006, -0.0113
Si, -0.0005, -0.0046, 0.0146
Si, 0.001, 0.0014, 0.0017
Si, -0.0022, -0.0031, 0.0206
Si, -0.001, -0.005, -0.0238
Si, 0.0027, -0.0016, 0.0148
Si, 0.0014, 0.0059, -0.0085
Si, 0.0024, -0.0019, -0.0137
Si, -0.0059, 0.0008, 0.0123
Si, -0.0009, 0.0006, 0.0036
Si, 0.0001, 0.0008, -0.0287
Si, -0.0042, -0.0089, 0.0186
Si, 0.006, 0.009, 0.0189
Si, -0.0002, -0.002, -0.0019
Si, 0.0003, 0.0027, 0.0168
Si, 0.0049, -0.0035, -0.0296
Si, -0.0005, 0.0072, 0.0232
Si, -0.0023, -0.0077, 0.0134
Si, -0.002, 0.0013, 0.0181
Si, 0.0045, 0.0061, 0.0148
Si, -0.0086, 0.0018, -0.0217
Si, -0.0031, 0.001, -0.0327
Si, -0.0011, -0.0017, 0.0054
Si, 0.0078, -0.0022, 0.017
Si, 0.0083, -0.0116, -0.0297
Si, -0.001, 0.0007, -0.0017
Si, -0.0049, 0.0024, -0.0273
Si, 0.0002, 0.0009, 0.03
O, 0.0036, 0.0015, -0.0178
O, -0.0014, -0.0014, 0.0032
O, -0.0013, -0.0023, -0.0165
O, 0.0025, 0.0022, 0.021
O, -0.0033, 0.0045, 0.0208
O, 0.0004, 0.0035, 0.0028
O, 0.0004, 0.0026, 0.0214
O, -0.0007, 0.0023, 0.003
O, -0.0004, -0.0005, -0.0031
O, -0.0009, 0.001, -0.001
O, -0.0012, -0.0099, -0.016
O, 0.0022, -0.0005, -0.0012
O, 0.0008, 0.0054, -0.0148
O, -0.0045, -0.0031, 0.0067
O, 0.0009, 0.0031, -0.0018
O, 0.0073, -0.0039, -0.0174
O, -0.0037, 0.001, -0.0144
O, 0, 0.0002, 0.0196
O, -0.0107, -0.0091, -0.0043
O, 0.0006, 0.0038, 0.0168
O, 0.0007, -0.0005, -0.0172
O, 0.0033, -0.0029, -0.0123
O, 0.0009, 0.0012, -0.0014
O, -0.0016, -0.0005, 0.0152
O, -0.0091, -0.0056, -0.0041
O, -0.0006, -0.0008, 0.006
O, -0.0017, 0.0043, 0.0199
O, 0.0147, -0.002, 0.0049
O, 0.006, -0.0005, 0.0135
O, 0.0004, 0.0014, 0.0102
O, 0.0043, -0.0002, -0.0072
O, -0.0088, -0.005, -0.0143
O, -0.0014, -0.0004, -0.0119
O, -0.003, 0.0022, 0.0172
O, 0.0005, 0.0024, -0.0035
O, 0.001, 0.0011, 0.0073
O, 0.0005, -0.0026, 0.0152
O, -0.0019, 0.003, -0.0035
O, -0.0045, 0.0001, -0.0041
O, -0.0042, 0.0028, -0.0084
O, -0.0019, 0.0013, 0.0112
O, 0.0069, -0.0058, 0.0198
O, 0.0039, -0.0011, 0.0204
O, -0.0111, -0.0072, 0.0139
O, -0.0008, 0.0003, 0.0071
O, 0.0024, -0.002, -0.0186
O, -0.0012, -0.0023, -0.0062
O, 0.0012, 0.0012, 0.0029
O, -0.0025, 0.0013, 0.0164
O, 0.0009, 0.0023, 0.0083
O, 0.0031, 0.0054, -0.0131
O, 0.0026, -0.0103, 0.015
O, -0.0001, -0.0027, -0.0146
O, -0.0045, 0.0005, 0.0113
O, -0.0017, 0.0089, -0.0157
O, 0.0029, -0.0007, -0.0098
O, -0.0025, 0.0008, -0.0009
O, 0.0057, 0.0034, 0.0168
O, -0.0024, 0.0049, -0.0188
O, 0.006, 0, -0.0189
O, 0.001, -0.0012, -0.0007
O, -0.0004, -0.0022, 0.0003
O, 0.0044, -0.0102, 0.0046
O, 0.0004, -0.0027, 0.0081
O, 0.0054, -0.0009, -0.0062
O, 0.0005, 0.0019, 0.0207
O, -0.0013, -0.0025, 0.0043
O, -0.0027, 0.0057, 0.0132
O, 0.0045, 0.0141, -0.0181
O, -0.0029, -0.0006, 0.022
O, 0.0003, 0.0041, 0.0012
O, 0.0015, 0.0027, 0.0039
O, -0.0002, -0.0035, -0.0075
O, -0.0036, -0.0002, -0.0127
O, -0.0061, 0.003, 0.0188
O, 0.0012, -0.001, -0.003
O, 0.0008, 0.0072, 0.0054
O, 0.0012, -0.0012, -0.0209
O, 0.0032, 0.0029, 0.0037
O, 0.0015, -0.0018, -0.0119
O, 0.0029, -0.0021, -0.005
O, -0.0035, 0.0052, -0.0162

The program warned: the cutoff lies below the one the program advises for these potential files; the forces do not sum to zero within the program's tolerance; the exchange-correlation potential is rough where the density is thin.
